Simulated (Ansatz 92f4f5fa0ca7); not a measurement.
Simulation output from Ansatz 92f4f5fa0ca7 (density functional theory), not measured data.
Periodic cell of 189 atoms, Si117O72, from a study of silicon, its oxide and their interface. The atomic structure is a simulated model.

Settings: functional r2SCAN; potential files Ansatz norm-conserving; basis plane waves; wave-function cutoff 1300 eV; density cutoff ratio 4; exchange-correlation grid ratio 1; k mesh 2 x 2 x 1, shifted by 0.5 0.5 0.5 of a step; self-consistency stop 5e-08 eV per atom in the density residual; occupations Fermi-Dirac, 0.05 eV; spin none; net charge 0.

Cell vectors (angstrom)
a, 11.5403, 0, 0
b, 0, 11.5403, 0
c, 2.2182, 3.4218, 26.8461

Atoms and the computed forces on them: element, x, y, z (angstrom), force x, y, z (eV/angstrom)
Si, -2.6827, 2.3449, -0.2327, 0.137, 0.0729, -0.6447
Si, -2.7211, 5.4246, 0.2484, -0.0631, 0.047, -0.7946
Si, 8.9792, 8.4807, -0.1417, 0.1841, -0.1798, -0.6085
Si, 1.0221, 0.7582, -0.1805, 0.0467, -0.1044, -0.4463
Si, 1.2677, 6.1028, -0.3884, 0.3547, 0.0453, -0.4917
Si, 1.1291, 9.1517, 0.1921, 0.0141, 0.2194, -0.6647
Si, 4.8864, 2.0681, -0.3024, -0.1401, 0.2158, -0.506
Si, 4.978, 5.1603, 0.1929, 0.1218, -0.1139, -0.8151
Si, 5.1621, 8.1875, -0.1483, 0.2328, 0.1224, -0.6115
Si, -0.8672, 1.466, 1.0977, -0.0936, 0.0777, -0.0442
Si, -0.6203, 5.376, 1.1994, 0.0274, 0.1141, -0.3189
Si, -0.8388, 9.0473, 1.3894, -0.2993, -0.0264, -0.2093
Si, 2.9749, 1.457, 1.037, -0.0012, -0.0948, -0.1252
Si, 2.9273, 5.3646, 1.2504, -0.1862, 0.0031, -0.2382
Si, 3.204, 9.0536, 1.1868, 0.2379, -0.2232, -0.2874
Si, 6.8652, 1.5727, 0.9589, -0.0029, 0.121, -0.2845
Si, 6.8817, 5.2754, 1.5217, -0.051, 0.0612, -0.2061
Si, 6.9744, 8.936, 1.1713, 0.0144, -0.1472, -0.202
Si, -0.7672, 3.3663, 2.5062, 0.1088, -0.0907, 0.0519
Si, -0.8072, 7.1635, 2.7173, 0.0922, 0.0521, 0.2791
Si, -0.9942, 11.096, 2.5216, -0.0631, 0.0743, 0.0754
Si, 2.832, 3.3394, 2.4949, -0.0695, -0.1017, -0.0641
Si, 2.9998, 7.23, 2.6503, 0.0318, 0.1164, 0.2248
Si, 3.0938, 11.072, 2.4485, 0.0172, 0.054, 0.0234
Si, 6.8145, 3.2553, 2.6098, -0.0133, -0.0766, 0.333
Si, 6.8558, 7.2277, 2.7537, 0.1036, 0.0252, 0.3302
Si, 6.8297, 11.0612, 2.3209, -0.051, 0.0483, -0.1798
Si, 8.78, 3.3161, 3.8921, -0.0887, -0.0914, -0.1185
Si, 8.7802, 7.187, 4.0604, -0.1244, -0.0626, -0.0151
Si, 8.6284, 11.0675, 3.8596, 0.1933, -0.0382, 0.0007
Si, 1.0254, 3.3107, 3.9763, 0.0231, 0.088, -0.0218
Si, 1.0954, 7.2469, 4.0501, -0.0508, -0.0824, -0.0045
Si, 1.043, 11.0676, 3.7862, 0.0268, -0.0072, -0.1836
Si, 4.7976, 3.3205, 3.8593, 0.1622, -0.0182, -0.1046
Si, 4.884, 7.2117, 4.0336, -0.0741, 0.1523, -0.0097
Si, 4.9622, 11.0789, 3.8349, -0.1523, 0.0093, -0.0045
Si, 8.6523, 1.4011, 5.279, 0.0342, -0.0363, 0.0241
Si, 8.6776, 5.2038, 5.2875, 0.0744, 0.0088, 0.0589
Si, 8.6857, 9.1953, 5.3037, -0.012, 0.1037, 0.0303
Si, 0.9787, 1.358, 5.2791, 0.0239, 0.019, 0.005
Si, 1.0073, 5.2501, 5.2921, 0.0761, -0.037, 0.0246
Si, 1.0112, 9.2441, 5.294, -0.0052, 0.0173, 0.0355
Si, 4.8118, 1.4205, 5.2549, -0.0043, 0.0446, -0.0098
Si, 4.8203, 5.2142, 5.2621, 0.0188, -0.0419, -0.0237
Si, 4.8496, 9.2065, 5.286, 0.0739, -0.0659, -0.0028
Si, -0.9724, 12.8955, 6.6398, 0.0335, -0.0183, -0.0083
Si, -0.9415, 5.2286, 6.6076, -0.0526, 0.0062, -0.0259
Si, -0.9329, 9.2398, 6.6646, -0.049, -0.024, -0.0311
Si, 2.8886, 12.928, 6.651, 0.053, -0.0147, 0.0166
Si, 2.9118, 5.2084, 6.6359, -0.0024, 0.0144, -0.0331
Si, 2.9248, 9.2518, 6.6679, -0.0673, 0.0185, 0.0285
Si, 6.701, 12.9608, 6.6533, 0.0304, 0.1457, -0.002
Si, 6.7247, 5.2106, 6.6177, -0.0686, -0.01, -0.0183
Si, 6.7444, 9.1891, 6.6692, -0.0808, -0.1002, 0.0635
Si, -1.0629, 3.3005, 7.9459, 0.0159, -0.0161, 0.1369
Si, -0.9481, 7.2103, 7.8471, -0.0987, -0.0559, 0.0963
Si, -1.0099, 11.0917, 8.1605, -0.0653, 0.0972, 0.1041
Si, 2.7739, 3.2971, 8.0213, 0.0806, -0.0798, 0.1446
Si, 2.9122, 7.2091, 7.8337, 0.0694, -0.0172, 0.0179
Si, 2.8874, 11.1214, 8.167, -0.1362, 0.1094, 0.0008
Si, 6.6275, 3.3289, 8.0224, -0.0492, -0.1473, 0.1492
Si, 6.7578, 7.1784, 7.8988, -0.0763, 0.0781, 0.0434
Si, 6.5927, 11.088, 8.1061, 0.0863, 0.0351, -0.0306
Si, 8.5597, 3.3291, 9.3494, 0.0559, 0.0466, -0.1814
Si, 8.694, 7.1542, 9.232, 0.2342, 0.0582, -0.0886
Si, 8.4824, 11.1182, 9.4603, 0.0269, 0.0271, 0.0376
Si, 0.7824, 3.2981, 9.3649, -0.0075, -0.1818, -0.1681
Si, 0.9883, 7.172, 9.1425, -0.1066, 0.0685, -0.2543
Si, 0.943, 11.1576, 9.5388, 0.0462, 0.1452, 0.0576
Si, 4.6671, 3.2555, 9.4148, 0.0153, -0.0702, -0.1708
Si, 4.8014, 7.2412, 9.1973, 0.0209, -0.0179, -0.2723
Si, 4.7268, 11.145, 9.675, -0.0017, -0.0131, 0.2491
Si, 8.1782, 13.0936, 10.8151, -0.043, -0.0303, 0.2833
Si, 8.6954, 5.2525, 10.6627, 0.247, 0.0652, 0.2883
Si, 8.6403, 9.0646, 10.5936, -0.0975, -0.0598, 0.1226
Si, 0.6101, 13.1207, 11.0063, -0.049, -0.0938, 0.1924
Si, 0.8718, 5.2925, 10.5365, -0.0056, 0.0937, 0.2349
Si, 1.1008, 9.0236, 10.5161, 0.0669, -0.1691, 0.1312
Si, 4.4363, 13.1729, 11.2068, 0.23, 0.145, 0.0332
Si, 4.7415, 5.3075, 10.4646, -0.0923, 0.0683, 0.2657
Si, 4.8061, 8.9859, 10.7546, -0.0981, -0.0578, 0.2694
Si, 9.9471, 13.0293, 12.245, -0.2336, -0.0422, 0.2036
Si, 10.6445, 5.6498, 12.0709, -0.0983, 0.2061, 0.7971
Si, 10.6938, 8.7805, 11.6768, 0.1559, -0.1178, 0.5792
Si, 2.3469, 13.8607, 12.4939, -0.4186, 0.4103, 0.4492
Si, 2.8103, 5.3413, 11.775, 0.0626, 0.0827, 0.5853
Si, 2.8571, 8.419, 12.0067, -0.0801, -0.0312, 0.61
Si, 6.3485, 13.8998, 12.466, -0.0343, 0.2186, 0.5218
Si, 6.657, 5.3947, 11.7572, -0.1254, 0.1549, 0.7528
Si, 6.7858, 8.4847, 11.9354, 0.2345, -0.3035, 0.6292
Si, 3.4132, 9.5558, 14.7983, 0.1034, -0.0657, 0.1978
Si, 3.2223, 4.7405, 23.6647, 0.0415, -0.078, -0.3265
Si, 4.3088, 9.4293, 23.4357, 0.0233, 0.2441, -0.2256
Si, 12.626, 7.4467, 19.5511, -0.0995, -0.0431, 0.0373
Si, 5.2452, 12.4307, 18.0292, -0.0979, -0.031, 0.0578
Si, 5.2871, 10.1196, 19.7774, 0.1863, 0.2024, -0.2968
Si, 10.0739, 5.6797, 15.0569, -0.0962, 0.1093, 0.4007
Si, 6.5483, 9.701, 14.7078, -0.0263, -0.1962, 0.4341
Si, 5.6167, 16.4654, 21.8747, 0.0377, -0.0499, -0.3507
Si, 8.8312, 8.3588, 15.615, -0.1031, -0.2586, 0.4343
Si, 2.8064, 9.0677, 21.0142, -0.29, 0.1691, -0.1383
Si, 6.0246, 11.652, 22.3598, 0.0202, 0.0563, -0.1683
Si, 13.594, 2.4646, 22.1117, -0.0219, -0.1525, -0.3008
Si, 9.5495, 14.3647, 14.9143, 0.0221, 0.1819, 0.5479
Si, 7.7794, 15.7491, 23.8236, 0.2279, 0.0265, -0.3701
Si, -1.0801, 10.598, 14.0536, 0.0764, -0.1606, 0.2207
Si, 12.6261, 5.224, 21.7045, -0.1737, 0.0321, -0.3253
Si, 4.6831, 2.2479, 20.8184, -0.1085, 0.0082, -0.0676
Si, 12.2163, 12.8988, 15.1305, 0.1117, -0.0135, 0.6472
Si, 13.4222, 8.7481, 17.1159, -0.0787, -0.086, -0.0293
Si, 8.4157, 1.0941, 23.8475, 0.0538, -0.1128, -0.3573
Si, 6.9098, 1.2252, 15.4049, 0.2688, -0.0473, 0.3995
Si, 2.5819, 0.0669, 16.7856, -0.0759, 0.2075, 0.4015
Si, -0.6989, 7.4473, 17.2756, -0.151, 0.01, 0.0994
Si, 10.6848, 4.7509, 23.7641, -0.1828, 0.0167, -0.2799
Si, 11.3145, 13.1507, 23.806, -0.0636, -0.1127, -0.365
Si, 5.1944, 7.7157, 21.1203, 0.216, -0.3536, -0.1509
O, 12.812, 6.0665, 20.3498, 0.0275, 0.0633, 0.2278
O, 9.1229, 5.102, 23.9245, 0.0056, -0.1802, 0.0226
O, 6.9294, 16.1219, 25.1576, 0.1067, 0.3117, 0.3023
O, -2.7965, 3.983, -0.6057, 0.1514, -0.3423, 0.6315
O, 12.5697, 12.8991, 22.7654, -0.1112, 0.277, 0.3041
O, 11.4381, 5.1754, 25.1239, -0.1796, 0.0963, 0.2175
O, 5.3223, 8.4124, 22.6118, -0.3496, 0.0787, -0.0104
O, 1.0938, 7.7384, -0.7214, -0.0175, -0.4371, 0.4219
O, 5.8694, 6.2742, 21.0274, -0.2489, 0.0481, 0.2738
O, 12.7769, 3.6443, 21.3324, 0.175, 0.1086, 0.3698
O, 6.0604, 10.9191, 20.934, -0.1927, -0.0009, 0.2048
O, 5.0618, 6.5912, -0.6876, -0.1919, 0.4404, 0.6964
O, 9.9675, 12.2982, 23.4622, -0.1278, 0.2137, 0.3511
O, 3.6652, 10.1235, 20.0781, 0.0879, -0.2992, 0.2198
O, 14.6445, 1.8338, 21.0259, 0.1468, 0.2135, 0.2479
O, 4.6925, 5.1831, 23.1716, -0.0763, -0.0767, 0.0077
O, 6.2375, 1.8142, 14.0434, 0.1603, 0.1565, -0.6637
O, 14.4169, 8.4567, 15.8746, -0.0955, 0.4671, -0.0877
O, 10.9027, 5.2919, 13.7054, -0.1613, 0.0692, -0.937
O, 9.6197, 11.6882, 13.1857, 0.2808, 0.3089, -0.217
O, 3.131, 11.0592, 15.3491, -0.0572, -0.1436, 0.0669
O, 9.3559, 8.0797, 17.1304, 0.2997, -0.0958, -0.4583
O, 10.4949, 7.2598, 12.2004, 0.0888, -0.0063, -0.2019
O, 9.675, 14.3002, 13.2866, 0.0219, -0.3833, -0.3275
O, 2.8178, 6.8285, 12.5671, -0.0438, 0.1682, -0.6208
O, 8.41, 13.3847, 15.5311, -0.0607, -0.0103, -0.334
O, 11.8928, 8.507, 16.6197, 0.1732, -0.0965, 0.2185
O, 0.0743, 11.4164, 14.8291, -0.1333, 0.0469, -0.2056
O, 12.989, 12.7277, 16.5424, 0.065, -0.231, -0.4657
O, 9.1509, 6.9982, 14.7608, 0.088, 0.0929, 0.0906
O, 4.9915, 9.3645, 14.6981, -0.0123, 0.09, -0.0973
O, 6.9211, 11.1604, 15.2615, -0.0864, 0.0483, -0.173
O, 2.0456, 10.2985, 17.6032, 0.1346, -0.083, -0.3567
O, 7.0659, 9.5236, 13.185, -0.1087, -0.2466, -0.083
O, 5.6457, 10.8701, 18.3778, -0.2102, 0.1666, 0.1793
O, 7.2433, 8.6022, 15.6829, 0.1067, 0.3175, -0.509
O, 10.9609, 3.1698, 23.6326, 0.084, 0.0944, 0.0779
O, 6.1487, 13.0574, 16.8317, 0.0014, -0.1497, -0.2849
O, 5.2913, 1.7763, 19.3899, -0.0762, -0.1403, 0.0618
O, 11.0167, 13.9348, 15.4605, 0.0069, -0.1009, -0.387
O, 6.4994, 15.5593, 12.7169, 0.1531, -0.3876, -0.5383
O, 11.633, 12.7929, 25.3605, -0.2115, -0.3516, 0.401
O, 9.2107, 4.3388, 15.4125, 0.2288, -0.1032, -0.4673
O, 11.169, 9.5993, 13.0178, -0.3631, 0.0903, -0.1186
O, 13.7008, 7.6901, 18.3286, -0.327, 0.1914, 0.015
O, 9.5272, 9.7111, 15.0361, 0.0684, 0.0785, -0.2687
O, 2.7495, 9.3809, 13.3422, 0.0351, -0.2973, -0.194
O, 13.2579, 13.3798, 13.9679, 0.2632, 0.147, -0.5218
O, 1.2753, 8.7609, 20.5359, 0.4152, -0.2777, -0.1113
O, -2.737, 6.8707, -0.6344, 0.1078, 0.1965, 0.6665
O, 5.8358, 8.5937, 19.8937, -0.4166, 0.1451, 0.3609
O, -0.5957, 6.0565, 16.4041, -0.2083, 0.2334, -0.2338
O, 3.5838, 7.6293, 20.8724, 0.164, 0.3609, 0.1417
O, 11.1799, 5.4892, 22.4003, 0.2322, -0.2391, 0.3132
O, 4.9011, 15.3921, 20.8905, 0.0758, 0.0383, 0.2928
O, 11.1555, 7.3162, 18.8603, 0.3221, 0.0912, -0.1913
O, 3.7007, 12.4215, 17.5917, 0.0699, -0.2577, -0.1755
O, 7.5553, 11.7292, 22.8359, -0.1457, 0.1519, 0.2785
O, 13.7174, 5.6556, 22.8283, 0.0249, -0.2608, 0.0832
O, 7.0592, 16.0318, 22.4103, -0.0977, 0.0282, 0.3854
O, 1.7145, 5.5173, -1.9032, -0.2583, 0.2477, 0.5734
O, 4.9523, 3.7186, -0.7052, -0.098, -0.1566, 0.7938
O, 5.4829, 1.619, 22.0884, -0.0177, -0.1924, -0.0843
O, 1.0378, -0.8827, -0.5772, 0.0549, 0.2039, 0.6079
O, 6.6769, 6.9, 12.535, 0.0794, 0.152, -0.7274
O, 5.0786, 10.8762, 23.4361, -0.0677, -0.2182, -0.0385
O, 2.9112, 9.5567, 22.5669, 0.3672, -0.1741, -0.0783
O, 7.8883, 12.3773, 25.3484, -0.1919, -0.2039, 0.0613
O, 8.1853, 14.2097, 23.6893, -0.0663, -0.0103, 0.1359
O, 2.6672, 15.5073, 12.736, -0.0302, -0.4783, -0.5362
O, 14.452, 3.1721, 23.3112, -0.0651, 0.2949, -0.0002
O, 0.9242, 1.5797, -1.6009, -0.0045, -0.2924, 0.1986

Results
free energy: -47207.921 eV
free energy less fixed offsets of O -463.61, Si -117.95 eV per atom: -27.851 eV
pressure: -1.29 GPa
stress xx, yy, zz, yz, xz, xy (GPa, positive in tension): -0.14, 2.52, 1.49, 0.04, -1.99, 0.69

The program warned: the forces do not sum to zero within the program's tolerance.
